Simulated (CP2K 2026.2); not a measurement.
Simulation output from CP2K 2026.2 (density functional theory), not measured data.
Periodic cell of 504 atoms, Si360O144, from a study of silicon, its oxide and their interface. The atomic structure is a simulated model.
Doubt: the forces sum to 3.33 eV/angstrom along one axis rather than to zero, so they err by at least 0.0066 eV/angstrom per atom on average; the grid cutoff is modest.

Settings: functional PBE; method Gaussian and plane waves; basis set DZVP-MOLOPT-SR-GTH; pseudopotentials GTH-PBE; grid cutoff 300 Ry, relative cutoff 40 Ry; k points Gamma only; occupations fixed; spin none; net charge 0.

Cell vectors (angstrom)
a	16.32	0	0
b	0	16.32	0
c	6.2357	0.1612	33.7144

Atoms and the computed forces on them: element, x, y, z (angstrom), force x, y, z (eV/angstrom)
Si	1.079	-1.104	0.011	0.161	-0.135	0.732
Si	4.193	1.246	0.114	-0.139	0.207	0.739
Si	1.146	4.314	0.188	0.091	-0.238	0.757
Si	3.805	6.895	0.283	0.23	-0.07	0.744
Si	1.632	-7.188	0.117	-0.145	0.269	0.769
Si	4.333	-4.385	0.113	-0.056	0.125	0.705
Si	6.498	-0.909	0.005	0.147	-0.333	0.755
Si	9.193	1.677	-0.012	0.228	-0.079	0.721
Si	7.174	4	0.283	-0.185	-0.149	0.631
Si	9.837	6.439	0.096	-0.101	0.285	0.723
Si	6.51	9.66	0.042	0.144	-0.114	0.695
Si	-6.67	-4.281	-0.093	-0.211	0.146	0.689
Si	-3.99	-1.569	-0.125	-0.104	0.241	0.675
Si	-1.117	1.145	0.099	-0.211	0.122	0.746
Si	-4.166	4.322	0.136	0.092	-0.286	0.698
Si	-1.078	6.496	0.257	-0.109	0.102	0.755
Si	-4.325	-6.426	-0.095	0.145	-0.342	0.717
Si	-1.735	-3.818	-0.198	0.265	-0.124	0.722
Si	2.668	0	1.375	0.004	0.002	-0.04
Si	5.437	2.809	1.368	0.009	-0.001	-0.048
Si	2.637	5.421	1.6	-0.027	-0.009	-0.031
Si	5.447	8.1	1.43	-0.003	-0.015	-0.043
Si	2.714	-5.506	1.364	0.004	-0.015	-0.052
Si	5.488	-2.689	1.264	-0.017	0.024	-0.038
Si	8.096	0.119	1.366	-0.006	0.007	-0.072
Si	-5.427	2.709	1.303	-0.005	0.005	-0.061
Si	8.37	5.417	1.622	-0.004	0.011	-0.037
Si	-5.392	8.195	1.215	0.013	0.005	-0.039
Si	8.129	-5.463	1.267	0.008	-0.012	-0.029
Si	-5.522	-2.705	1.248	0.017	-0.023	-0.052
Si	-2.778	-0.042	1.254	-0.009	-0.01	-0.031
Si	0.011	2.693	1.441	-0.013	0.003	-0.034
Si	-2.68	5.422	1.536	0.002	-0.005	-0.026
Si	0.026	8.131	1.489	0.021	-0.004	-0.092
Si	-2.754	-5.367	1.265	-0.002	0.007	-0.053
Si	-0.08	-2.758	1.196	-0.019	-0.003	-0.082
Si	1.38	1.36	2.786	0.012	0	0.026
Si	4.096	4.08	2.807	0.011	-0.029	0.021
Si	1.313	6.799	2.923	-0.004	0.013	0.064
Si	4.076	9.482	2.777	-0.011	-0.01	0.031
Si	1.307	-4.086	2.609	0.027	0.023	0.002
Si	4.066	-1.396	2.667	0.015	0.009	0.012
Si	6.76	1.43	2.772	-0.003	0.015	0.044
Si	9.682	4.017	2.876	0.003	-0.03	0.039
Si	6.857	6.79	2.775	-0.009	0.013	0.019
Si	9.515	-6.826	2.625	-0.007	-0.005	0.008
Si	6.834	-4.044	2.655	-0.009	-0.017	0.009
Si	-6.84	-1.323	2.632	-0.008	0.007	-0.005
Si	-4.096	1.321	2.65	0.029	0.018	0.014
Si	-1.363	4.008	2.832	0.013	-0.01	0.027
Si	-4.063	6.889	2.72	-0.016	0.001	0.022
Si	-1.391	-6.74	2.662	-0.022	-0.013	0.008
Si	-4.132	-4.04	2.658	0.001	0.014	0.027
Si	-1.397	-1.394	2.638	-0.002	-0.008	0.037
Si	-0.031	-0.038	4.046	-0.017	-0.002	-0.014
Si	2.741	2.705	4.144	-0.013	0.005	0.008
Si	-0.042	5.4	4.196	0.005	0.014	0.005
Si	2.728	8.166	4.181	0.005	0.003	0.006
Si	-0.019	-5.413	4.034	0.004	-0.002	0.002
Si	2.687	-2.746	4.01	-0.003	0.002	0.003
Si	5.41	-0.011	4.06	-0.005	0.006	-0.023
Si	8.182	2.719	4.142	-0.01	-0.003	-0.009
Si	5.47	5.449	4.128	-0.002	0.007	0.005
Si	8.193	-8.135	4.086	0.025	0.001	0.007
Si	5.457	-5.41	4.042	0.001	-0.004	-0.011
Si	8.169	-2.7	4.036	-0.001	-0.009	0.008
Si	-5.46	-0.011	4.029	-0.006	0	0
Si	-2.758	2.648	4.101	-0.017	0.004	-0.003
Si	-5.347	5.482	4.139	0.011	-0.003	-0.009
Si	-2.714	8.224	4.077	0.009	-0.006	0.012
Si	-5.465	-5.442	4.008	0.019	-0.012	-0.001
Si	-2.748	-2.716	4.04	-0.008	0.004	-0.008
Si	1.3	-1.367	16.274	0.009	-0.001	-0.021
Si	4.058	1.398	16.281	0.011	-0.006	-0.024
Si	1.357	4.074	16.385	0	-0.007	0.003
Si	4.061	6.808	16.345	-0.007	-0.008	-0.012
Si	1.364	-6.835	16.325	-0.028	-0.006	-0.018
Si	4.09	-4.101	16.28	0.004	0.009	-0.004
Si	6.825	-1.362	16.287	0.002	-0.004	-0.016
Si	-6.794	1.364	16.26	0.008	0.007	-0.025
Si	6.785	4.113	16.289	0.009	-0.004	-0.003
Si	-6.786	6.82	16.342	0.002	0.002	-0.006
Si	6.807	-6.81	16.316	-0.004	-0.006	-0.003
Si	-6.768	-4.076	16.333	-0.005	0.012	-0.004
Si	-4.038	-1.368	16.319	0.007	0.008	-0.007
Si	-1.355	1.366	16.385	0.012	-0.011	0.003
Si	-4.06	4.075	16.349	-0.007	-0.009	-0.002
Si	-1.334	6.777	16.314	0.003	0.015	-0.012
Si	-4.104	9.534	16.325	-0.002	0.002	-0.006
Si	-1.365	-4.089	16.313	0	-0.011	-0.009
Si	2.656	0.023	17.563	-0.02	0.008	-0.012
Si	5.399	2.782	17.64	-0.027	-0.005	-0.004
Si	2.705	5.465	17.746	0.009	0.023	-0.001
Si	5.41	8.193	17.687	0.018	0.009	0.002
Si	2.716	-5.439	17.644	0.004	-0.008	-0.015
Si	5.484	-2.762	17.611	-0.013	0.022	0.007
Si	8.165	0.039	17.623	0.009	0.004	0
Si	-5.434	2.667	17.648	-0.014	0.002	-0.012
Si	8.144	5.46	17.657	0.008	0.006	0.022
Si	-5.434	8.185	17.731	-0.007	0.01	-0.023
Si	8.212	-5.484	17.664	0.01	-0.014	0
Si	-5.394	-2.703	17.686	0.004	-0.013	0.022
Si	-2.69	-0.044	17.735	-0.024	0.006	-0.013
Si	0.008	2.712	17.782	-0.005	-0.006	0.033
Si	-2.689	5.454	17.697	0.009	0.001	-0.005
Si	0.044	-8.237	17.697	0.019	0.007	0.006
Si	-2.744	-5.426	17.668	-0.007	-0.006	0.009
Si	-0.031	-2.719	17.681	0.01	0.008	0.005
Si	1.385	1.273	19.095	0.01	-0.024	-0.024
Si	4.087	4.121	19.085	0.007	0.006	0.003
Si	1.377	6.784	19.2	-0.027	0.007	-0.005
Si	4.028	-6.769	19.056	0.007	-0.017	-0.014
Si	1.362	-4.076	18.982	0.011	0.002	-0.017
Si	4.042	-1.352	18.8	0.009	-0.012	-0.04
Si	6.752	1.396	18.929	0.026	-0.007	-0.018
Si	-6.817	4.034	18.948	-0.031	0.007	-0.045
Si	6.797	6.855	19.021	0.005	-0.023	-0.026
Si	-6.763	9.551	19.134	-0.014	0.01	-0.001
Si	6.843	-4.145	18.983	-0.014	0.004	-0.022
Si	9.551	-1.291	18.973	0.01	0.027	-0.011
Si	-4.109	1.292	19.045	0.007	-0.009	-0.023
Si	-1.356	4.138	19.12	0.032	-0.015	-0.01
Si	-4.038	6.825	19.053	-0.001	0.013	-0.012
Si	-1.384	-6.869	18.925	-0.018	-0.006	-0.037
Si	-4.035	-4.04	19.095	0.028	0.007	-0.04
Si	-1.34	-1.406	19.144	-0.017	0.019	0.004
Si	0.075	-0.153	20.541	0.048	0.047	0.049
Si	2.772	2.689	20.407	-0.001	-0.017	0.06
Si	0.016	5.412	20.625	-0.008	-0.02	0.039
Si	2.719	8.246	20.54	-0.001	-0.009	0.064
Si	-0.043	-5.482	20.203	-0.016	-0.014	0.045
Si	2.8	-2.708	20.225	-0.003	-0.009	0.072
Si	5.353	0.003	20.149	-0.001	-0.008	0.056
Si	8.069	2.73	20.309	0.016	0	0.026
Si	5.437	5.53	20.423	-0.011	0.033	0.058
Si	8.141	8.189	20.448	0	0.015	0.034
Si	5.446	-5.452	20.38	-0.002	-0.008	0.044
Si	8.227	-2.721	20.227	0.015	-0.005	0.036
Si	-5.469	-0.018	20.492	-0.011	-0.018	0.026
Si	-2.756	2.693	20.339	0.019	-0.009	0.035
Si	-5.432	5.407	20.267	-0.024	-0.009	0.03
Si	-2.657	-8.166	20.431	0.014	0.012	0.066
Si	-5.366	-5.391	20.485	-0.017	-0.012	0.056
Si	-2.698	-2.711	20.574	-0.051	0.002	0.049
Si	1.865	-1.245	21.783	-0.486	-0.285	-0.683
Si	3.961	1.111	21.689	0.24	0.243	-0.688
Si	1.113	3.625	21.77	0.112	0.343	-0.721
Si	4.329	7.093	21.817	-0.136	-0.121	-0.755
Si	1.034	-6.886	21.716	0.299	0.104	-0.754
Si	4.386	-3.754	21.578	-0.102	-0.242	-0.705
Si	6.558	-1.561	21.322	0.098	-0.042	-0.717
Si	-6.76	1.578	21.674	-0.185	-0.371	-0.633
Si	7.067	4.381	21.643	-0.169	-0.094	-0.711
Si	-6.984	6.517	21.574	0.003	0.214	-0.709
Si	6.524	-6.992	21.76	0.243	0.092	-0.736
Si	9.765	-3.734	21.67	0.005	-0.19	-0.77
Si	-4.318	-1.558	21.902	0.202	0.213	-0.708
Si	-1.205	1.489	21.611	-0.116	-0.212	-0.733
Si	-4.411	3.789	21.604	0.37	0.254	-0.656
Si	-1.102	7.095	21.886	-0.199	-0.301	-0.722
Si	-3.711	-6.538	21.744	-0.208	-0.036	-0.769
Si	-1.452	-4.381	21.686	0.004	0.244	-0.657
Si	6.599	-1.513	-2.944	-0.035	0.069	0.16
Si	-5.708	-7.899	23.597	0.088	0.007	-0.069
Si	1.916	3.738	24.82	-0.103	-0.112	-0.102
Si	5.918	-5.502	-6.882	-0.1	-0.073	-0.061
Si	5.161	1.386	24.668	-0.037	-0.161	-0.1
Si	-0.738	4.364	26.358	-0.07	-0.059	-0.03
Si	5.62	5.637	-1.773	-0.018	0.113	0.079
Si	2.878	-3.125	24.046	0.097	0.092	-0.09
Si	-3.587	-6.925	-5.766	-0.184	-0.056	0.05
Si	5.035	-2.628	26.358	-0.07	-0.033	-0.109
Si	-7.885	-5.644	23.653	-0.037	0.025	-0.071
Si	-1.56	2.415	-4.694	0.023	-0.049	0.029
Si	4.299	5.433	-5.891	-0.055	0.046	-0.082
Si	7.832	0.077	23.731	0.027	0.161	-0.063
Si	-2.773	2.037	26.335	-0.083	-0.027	-0.155
Si	4.767	3.469	-3.765	-0.172	0.024	-0.083
Si	-4.61	3.079	24.263	0.106	-0.009	0.047
Si	5.771	0.866	-4.857	-0.104	-0.022	-0.102
Si	-1.265	-5.049	26.371	0.023	0.087	0.097
Si	-4.13	-7.465	-2.902	0.094	0.076	0.08
Si	-6.339	-7.793	-6.872	0.049	0.003	-0.082
Si	-5.287	0.416	-2.139	-0.045	-0.109	0.001
Si	2.96	-4.719	-7.323	0.032	-0.001	-0.101
Si	-0.65	5.275	-4.775	0	0.112	0.169
Si	-5.955	-3.221	-5.422	-0.016	0.069	0.009
Si	2.455	2.665	-2.118	0.054	-0.026	0.061
Si	0.9	0.865	-3.94	0.033	-0.003	0.11
Si	-1.129	-3.954	-3.167	0.037	-0.089	0.114
Si	0.842	-7.501	-2.807	0.056	-0.103	0.133
Si	-7.122	3.625	25.772	0.055	-0.14	0.136
Si	6.078	-5.421	-3.855	0.073	0.051	0.087
Si	-1.696	6.943	24.974	0.143	-0.016	-0.054
Si	-6.731	7.266	-2.812	-0.018	-0.149	0.091
Si	1.991	6.91	-4.634	-0.054	0.108	0.135
Si	-3.198	0.514	23.851	-0.066	-0.062	-0.034
Si	0.529	-4.824	23.902	0.032	0.116	-0.216
Si	-1.709	7.206	-2.675	0.12	-0.007	0.074
Si	1.53	-6.629	-5.441	0.028	-0.041	-0.027
Si	-7.779	-3.769	-3.034	0.04	-0.021	0.11
Si	8.014	-1.611	26.076	-0.042	-0.067	-0.047
Si	-2.926	2.516	-1.966	0.049	0.04	0.116
Si	4.065	-3.4	-2.711	0.009	-0.022	0.028
Si	-3.112	-2.588	-4.901	-0.042	-0.083	-0.09
Si	1.432	-2.06	-2.942	0.021	0.042	0.203
Si	2.912	0.801	-6.175	0.034	0.027	-0.066
Si	-1.044	-5.421	-5.946	-0.004	0.032	0.066
Si	6.289	4.071	24.594	-0.013	-0.005	-0.131
Si	-4.985	-0.437	-5.039	-0.045	0.08	-0.019
Si	-5.817	5.987	-5.282	0.094	0.014	-0.008
Si	6.84	-8.052	-2.774	0.001	0.047	0.185
Si	4.02	5.945	24.693	0.045	0.054	-0.222
Si	-4.434	7.931	26.219	-0.005	-0.072	0.006
Si	-2.893	6.613	-6.361	-0.115	0.009	-0.025
Si	-3.264	1.278	-7.101	0.017	-0.152	0.069
Si	1.347	-1.385	5.401	0.009	0.007	0.003
Si	4.084	1.328	5.471	0.026	0.001	0.019
Si	1.37	4.06	5.498	0.005	-0.009	0.014
Si	4.104	6.798	5.493	0.001	-0.003	0.012
Si	1.334	9.558	5.445	-0.012	-0.009	0.013
Si	4.065	-4.077	5.398	-0.01	0.001	0.003
Si	6.794	-1.362	5.408	-0.007	0.011	0.005
Si	9.525	1.326	5.452	0.009	0.018	0.007
Si	6.822	4.086	5.483	-0.001	-0.007	0.013
Si	-6.781	6.809	5.451	-0.007	0.003	0.008
Si	6.816	-6.767	5.421	-0.019	-0.009	0.002
Si	-6.8	-4.073	5.394	0.017	0.005	0.011
Si	-4.097	-1.359	5.408	0.003	0	0.009
Si	-1.373	1.31	5.442	0.004	-0.002	0.009
Si	-4.04	4.074	5.477	0.002	0.024	0.011
Si	-1.395	6.826	5.468	-0.002	-0.009	0.012
Si	-4.099	-6.764	5.42	-0.012	0.001	0.006
Si	-1.379	-4.069	5.408	0.002	0	0.003
Si	2.701	-0.03	6.795	-0.006	0.001	0
Si	5.451	2.705	6.814	0.002	-0.002	-0.001
Si	2.732	5.434	6.836	0.005	-0.002	0.003
Si	5.467	-8.135	6.806	0.003	-0.001	0.004
Si	2.715	-5.419	6.792	0.001	0.001	0
Si	5.426	-2.718	6.769	0.004	0.001	-0.007
Si	8.153	-0.023	6.799	-0.002	-0.008	0.001
Si	-5.443	2.717	6.801	0.002	0.003	-0.009
Si	-8.143	5.457	6.823	-0.004	0.005	0.002
Si	-5.431	-8.141	6.799	0.006	-0.012	-0.002
Si	-8.153	-5.417	6.786	0	0.007	-0.004
Si	-5.443	-2.725	6.774	0.001	-0.01	0.007
Si	-2.74	-0.023	6.802	0.001	0.01	0
Si	-0.011	2.685	6.809	-0.005	0.002	0.001
Si	-2.712	5.445	6.841	0.001	-0.007	0.004
Si	-0.009	8.179	6.805	0.004	-0.004	-0.002
Si	-2.726	-5.426	6.785	-0.003	-0.003	0.008
Si	-0.008	-2.728	6.78	-0.007	0.001	-0.005
Si	1.354	1.334	8.164	-0.004	-0.006	0
Si	4.091	4.065	8.177	0.004	-0.001	0.001
Si	1.358	6.811	8.161	0	-0.001	0.004
Si	4.078	-6.786	8.149	-0.002	0.003	-0.004
Si	1.355	-4.072	8.158	0.002	-0.002	-0.005
Si	4.076	-1.371	8.155	-0.001	0.002	-0.005
Si	6.81	1.348	8.169	0	0.005	0.001
Si	-6.794	4.078	8.171	-0.004	-0.003	0.002
Si	6.813	6.817	8.172	0.006	-0.003	-0.001
Si	-6.798	-6.784	8.151	0.006	-0.004	-0.006
Si	6.792	-4.069	8.141	-0.004	-0.004	-0.003
Si	-6.803	-1.376	8.152	-0.005	0.004	-0.005
Si	-4.083	1.358	8.16	0.002	0.005	-0.008
Si	-1.348	4.072	8.172	0.013	0.026	0.003
Si	-4.088	6.808	8.174	-0.008	-0.012	-0.002
Si	-1.374	-6.789	8.161	-0.004	-0.006	-0.01
Si	-4.081	-4.073	8.149	0.003	0.009	0
Si	-1.365	-1.374	8.151	0.002	-0.002	0.004
Si	-0.008	-0.017	9.521	-0.005	0.005	-0.003
Si	2.716	2.705	9.519	-0.001	0	-0.002
Si	0.005	5.442	9.523	0.008	-0.016	0.004
Si	2.722	-8.15	9.513	0.005	-0.003	-0.002
Si	-0.002	-5.438	9.518	0.003	0	0.005
Si	2.718	-2.721	9.523	0.004	0.009	0.002
Si	5.435	-0.007	9.519	0.001	0.003	-0.002
Si	-8.155	2.715	9.527	-0.003	0.001	0.002
Si	5.451	5.441	9.52	-0.005	0.006	-0.001
Si	-8.146	-8.146	9.524	-0.004	0.004	0
Si	5.439	-5.429	9.51	0	-0.001	-0.004
Si	-8.167	-2.723	9.515	0.002	-0.001	-0.003
Si	-5.447	-0.004	9.512	-0.003	-0.003	-0.003
Si	-2.723	2.719	9.522	-0.002	0.003	-0.004
Si	-5.439	5.441	9.533	-0.001	0.008	0.005
Si	-2.721	-8.158	9.527	0	-0.009	0.001
Si	-5.434	-5.438	9.513	-0.002	0	-0.003
Si	-2.72	-2.725	9.517	0.003	-0.002	-0.001
Si	1.359	-1.364	10.886	0.002	0	0.005
Si	4.075	1.354	10.883	-0.001	0.001	0
Si	1.362	4.076	10.874	0	0.01	0.002
Si	4.083	-9.516	10.866	0	-0.003	0.002
Si	1.357	-6.803	10.88	0.006	-0.007	0.002
Si	4.08	-4.08	10.883	0.003	-0.003	0
Si	6.8	-1.361	10.881	-0.003	-0.002	0.001
Si	-6.793	1.359	10.887	0.001	0.001	0
Si	-9.515	4.08	10.884	0.006	-0.001	0.002
Si	-6.796	-9.512	10.888	-0.008	-0.003	0.003
Si	-9.52	-6.79	10.868	-0.006	0.002	0
Si	-6.799	-4.083	10.869	-0.004	-0.002	0
Si	-4.082	-1.359	10.867	0.002	0.006	-0.005
Si	-1.364	1.354	10.872	0.014	0.003	-0.002
Si	-4.074	4.082	10.89	-0.003	0.002	0.002
Si	-1.36	6.796	10.885	0.004	-0.002	0.001
Si	-4.081	-6.799	10.884	-0.004	0.002	-0.002
Si	-1.36	-4.081	10.881	-0.01	0.004	0.002
Si	2.712	0.003	12.248	0.001	0.005	0.001
Si	5.433	2.724	12.238	-0.009	0.002	0
Si	2.719	5.447	12.222	0.007	-0.005	0.002
Si	5.446	-8.159	12.224	0.004	0.003	-0.003
Si	2.721	-5.447	12.238	0.002	0.004	0.006
Si	5.44	-2.717	12.246	0.004	0.005	0.002
Si	8.165	-0.002	12.242	0	0.005	0.005
Si	-5.433	2.723	12.252	0.004	0.002	0.005
Si	-8.156	5.445	12.243	-0.002	0.004	0.003
Si	-5.432	-8.161	12.253	-0.002	-0.002	0.007
Si	-8.158	-5.439	12.23	-0.001	-0.004	-0.003
Si	-5.433	-2.726	12.223	-0.007	0.004	-0.005
Si	-2.728	0.001	12.228	-0.008	-0.002	-0.004
Si	-0.005	2.717	12.229	-0.005	-0.004	-0.003
Si	-2.714	5.438	12.257	0.002	-0.003	0.003
Si	-0.001	8.153	12.248	-0.002	-0.008	0.004
Si	-2.716	-5.445	12.24	0.005	-0.006	0.001
Si	0.001	-2.725	12.245	0.005	0.004	0.003
Si	1.347	1.371	13.602	-0.01	0.014	0.003
Si	4.07	4.097	13.588	-0.005	0.005	0.008
Si	1.36	6.784	13.602	0.01	0	0.004
Si	4.087	-6.812	13.589	0.001	-0.015	-0.001
Si	1.357	-4.097	13.601	0.002	-0.005	0.008
Si	4.073	-1.357	13.604	0.003	0	0.003
Si	6.798	1.364	13.591	0.002	0.001	0.007
Si	-6.788	4.098	13.606	-0.01	0.004	0.001
Si	6.798	-9.514	13.595	-0.002	-0.005	0
Si	-6.806	-6.798	13.596	-0.012	0.011	0.003
Si	6.814	-4.078	13.594	-0.005	0	-0.004
Si	9.54	-1.368	13.589	0.018	-0.011	-0.005
Si	-4.065	1.363	13.608	0	-0.007	0.001
Si	-1.354	4.063	13.609	0.015	-0.013	0.001
Si	-4.069	6.802	13.621	-0.003	0.004	0.014
Si	-1.363	9.515	13.607	-0.006	0.006	0.001
Si	-4.077	-4.083	13.59	-0.002	0.005	-0.01
Si	-1.37	-1.354	13.584	-0.004	0.013	-0.002
Si	-0.038	0.022	14.951	-0.002	-0.017	-0.001
Si	2.697	2.755	14.95	0.005	-0.004	-0.001
Si	0.014	5.409	14.97	-0.01	-0.002	-0.001
Si	2.723	8.15	14.952	0.013	0.003	0.002
Si	0.002	-5.46	14.973	-0.001	-0.008	-0.01
Si	2.707	-2.727	14.953	-0.006	0.001	-0.004
Si	5.437	0.009	14.957	-0.003	0.011	0.001
Si	8.152	2.74	14.939	0.005	-0.003	-0.003
Si	5.417	5.464	14.951	0.003	0.002	0.001
Si	8.166	-8.167	14.959	-0.009	0.002	0
Si	5.458	-5.454	14.937	0.007	0.003	-0.001
Si	8.189	-2.727	14.951	0.007	0.005	-0.005
Si	-5.415	-0.016	14.951	-0.01	0.003	-0.008
Si	-2.706	2.712	14.989	-0.002	0.008	0.004
Si	-5.425	5.445	14.99	-0.003	-0.003	0.002
Si	-2.713	8.164	14.988	0.01	0	-0.001
Si	-5.443	-5.436	14.946	-0.002	-0.01	0.005
Si	-2.71	-2.727	14.942	0	-0.002	-0.001
O	2.733	0.101	22.001	-0.471	0.28	0.326
O	5.801	-7.112	-6.783	0.146	-0.065	0.436
O	0.986	-6.856	-1.341	-0.221	0.319	-0.216
O	-2.568	-5.463	22.255	-0.072	0.018	0.574
O	-4.768	-0.974	-1.453	-0.195	-0.326	-0.276
O	-0.409	-3.933	22.887	0.144	0.38	0.052
O	3.54	1.838	-1.25	0.214	-0.151	-0.262
O	1.824	3.818	-1.198	0.187	0.107	-0.418
O	-1.661	6.707	23.369	-0.244	-0.113	0.168
O	2.746	-2.853	-3.47	-0.135	0.156	-0.505
O	-5.513	-5.368	-0.48	-0.235	0.212	-0.108
O	1.358	-6.381	-3.848	0.446	0.79	0.271
O	-7.931	-5.332	25.22	-0.507	-0.025	0.092
O	1.822	3.788	23.215	0.504	0.21	0.131
O	-0.539	3.667	-4.808	0.589	-0.005	0.07
O	8.124	2.859	-0.439	-0.014	0.019	-0.477
O	-7.392	1.118	23.131	-0.184	-0.007	0.372
O	-1.218	5.826	-3.357	-0.1	-0.43	0.283
O	5.459	-8.124	22.275	0.222	-0.224	0.561
O	-4.44	1.547	23.706	-0.217	-0.06	-0.355
O	-8.092	5.441	22.119	0.256	0.124	0.225
O	-2.493	-3.193	-3.552	-0.08	0.165	0.282
O	-0.109	2.593	22.1	0.071	-0.036	0.332
O	-5.586	0.347	-3.74	-0.46	0.203	-0.3
O	6.662	0.765	24.62	-0.144	-0.187	0.564
O	-4.303	-7.292	23.07	0.306	-0.194	0.336
O	-1.761	7.1	-1.074	-0.282	0.086	-0.046
O	6.15	-4.961	-5.388	0.166	0.512	-0.089
O	1.674	-3.993	24.69	-0.097	0.149	0.828
O	2.173	2.304	25.503	-0.239	-0.332	-0.466
O	-5.71	2.816	21.845	-0.153	0.155	-0.05
O	2.791	8.049	-0.253	-0.041	0.135	-0.525
O	3.032	1.981	-7.28	-0.085	-0.21	-0.327
O	6.455	3.755	23.012	-0.387	-0.589	0.21
O	-6.062	6.055	-3.677	0.292	-0.471	0.349
O	1.275	-6.007	23.075	0.381	-0.031	0.263
O	-7.279	-3.697	-1.494	0.13	0.054	-0.132
O	0.793	5.921	-5.067	0.038	-0.089	-0.258
O	-3.382	3.874	-1.225	-0.032	0.549	-0.247
O	-4.053	-6.562	-4.249	-0.087	0.66	0.152
O	4.59	1.426	23.154	0.006	0.206	0.104
O	2.061	-1.952	23.255	-0.337	-0.016	0.316
O	7.054	-7.401	-1.3	0.34	-0.203	-0.041
O	3.623	-3.738	-1.196	-0.595	0.26	-0.101
O	1.673	-1.678	-1.388	0.256	-0.029	-0.07
O	3.379	6.117	-4.747	0.164	0.24	0.191
O	-0.711	-7.896	-3.077	-0.291	0.273	-0.476
O	-6.125	7.068	22.839	0.443	-0.03	0.407
O	5.411	-5.52	-0.404	-0.031	-0.016	-0.174
O	7.151	-1.147	-1.466	0.553	-0.128	-0.19
O	4.721	-4.745	-3.303	-0.118	-0.194	0.16
O	-7.172	6.776	-1.336	-0.343	0.058	-0.088
O	-4.293	5.961	-5.848	0.07	-0.33	-0.027
O	-8.06	7.921	-3.456	-0.04	0.269	-0.673
O	-3.74	-0.926	23.318	-0.088	-0.166	0.46
O	-6.493	7.373	-5.766	-0.437	0.192	0.268
O	3.523	7.052	25.76	-0.261	0.457	-0.163
O	-5.285	5.409	-0.325	-0.046	0.095	-0.282
O	7.019	-6.18	23.095	-0.334	0.302	0.515
O	-3.849	3.077	25.693	-0.185	0.541	0.192
O	-7.815	-1.093	24.617	0.54	-0.142	-0.117
O	4.263	6.032	-1.013	-0.396	-0.07	-0.44
O	2.266	-0.598	-6.649	0.067	-0.014	0.24
O	-5.66	-7.867	-2.654	-0.147	0.234	0.289
O	0.146	-2.983	-3.165	-0.063	-0.251	-0.425
O	1.166	-0.708	-3.765	-0.045	-0.151	-0.283
O	-4.134	1.481	-1.827	0.003	-0.014	0.21
O	-6.803	-3.937	-6.609	-0.102	0.247	-0.296
O	3.656	-4.097	22.997	-0.051	-0.482	0.276
O	1.724	7.475	-3.125	0.221	-0.266	0.44
O	5.441	4.293	-2.591	0.189	-0.288	0.195
O	0.035	5.419	-0.263	0.065	0.252	-0.644
O	-3.079	7.627	25.417	-0.076	0.322	-0.246
O	3.41	4.709	-7.019	-0.115	-0.052	-0.17
O	-7.435	-4.282	22.922	-0.36	0.395	0.416
O	-0.656	-4.271	-7.01	0.279	-0.458	-0.487
O	6.386	-1.767	26.093	-0.21	0.136	0.125
O	-1.934	0.905	22.936	0.374	0.14	0.401
O	5.293	6.559	-6.487	0.368	0.037	0.256
O	5.081	4.227	-5.154	0.559	-0.079	-0.22
O	-3.932	4.076	23.16	0.307	0.497	0.235
O	-1.684	5.495	25.7	-0.433	-0.219	-0.1
O	-2.463	2.16	-6.005	-0.124	0.073	0.179
O	-0.644	1.122	-4.354	-0.217	-0.391	-0.068
O	6.039	6.877	-2.689	-0.352	-0.034	-0.741
O	-3.679	-1.16	-4.436	0.351	0.241	0.521
O	-1.621	1.903	-1.249	0.419	0.073	-0.252
O	5.285	0.128	-0.343	-0.094	-0.112	-0.487
O	-1.689	5.649	-5.94	0.037	-0.23	-0.391
O	4.13	0.66	25.724	0.06	-0.397	0.374
O	-6.059	-1.582	-5.508	-0.561	0.286	-0.354
O	-2.57	-5.807	-6.315	-0.222	0.281	-0.28
O	-1.274	-4.487	-1.633	0.095	-0.355	-0.086
O	-7.349	-6.584	-6.485	-0.417	0.056	0.747
O	-0.041	0.019	-0.4	-0.176	-0.107	-0.183
O	-0.96	-5.02	-4.371	-0.098	-0.193	0.086
O	-6.506	-3.857	-4.027	0.28	-0.126	0.147
O	3.966	-2.593	25.126	0.063	0.243	-0.147
O	2.085	-8.137	-5.648	0.213	-0.06	-0.514
O	-6.821	-6.788	23.296	-0.177	0.051	0.045
O	3.175	4.659	25.142	0.27	-0.204	0.212
O	-3.225	7.533	-3.111	-0.114	-0.574	-0.01
O	1.908	1.399	-5.073	-0.125	0.712	0.009
O	-2.84	-4.84	26.032	-0.036	0.107	-0.428
O	-5.515	-4.702	26.186	0.183	0.336	-0.219
O	-0.478	7.938	25.439	0.445	-0.002	-0.287
O	-5.462	-2.673	22.288	-0.225	-0.205	0.418
O	-6.619	0.951	-1.386	-0.209	-0.046	-0.462
O	3.711	6.445	23.184	-0.323	-0.068	0.073
O	5.529	-2.647	21.987	0.016	0.174	0.571
O	0.026	-8.084	22.168	0.076	0.11	0.538
O	5.586	5.517	24.796	0.394	0.462	0.404
O	-2.851	-2.665	-0.58	0.144	0.15	-0.223
O	7.464	-4.979	-3.126	0.158	-0.39	0.318
O	-0.481	-5.389	25.007	0.091	-0.601	-0.085
O	-2.709	8.049	-5.676	0.597	0.011	0.05
O	0.565	4.339	25.424	-0.019	0.29	-0.129
O	7.157	-0.63	22.481	-0.182	0.429	-0.098
O	-2.601	2.768	-3.509	-0.341	0.313	-0.233
O	-4.83	-7.173	-6.787	0.174	0.079	-0.408
O	6.403	-0.331	-4.001	0.298	0.092	-0.278
O	6.866	1.375	-5.925	0.394	-0.016	0.254
O	5.341	2.905	25.189	-0.249	0.295	0.512
O	2.517	-3.166	-7.279	0.229	0.053	0.125
O	5.181	-2.245	-2.745	-0.13	0.133	0.124
O	1.269	1.682	-2.594	-0.466	0.051	0.219
O	-7.635	2.729	-7.282	0.433	-0.263	0.058
O	-6.568	4.681	-5.861	-0.067	-0.355	0.365
O	-3.627	-6.74	-1.545	0.411	0.311	-0.11
O	7.714	4.002	25.31	-0.015	0.29	0.027
O	-5.642	8.078	25.158	-0.543	-0.011	0.317
O	5.46	2.029	-3.798	0.184	-0.036	0.363
O	4.393	0.461	-5.607	0.06	-0.58	-0.247
O	-2.679	0.703	25.385	0.432	-0.54	0.271
O	2.541	-5.49	-5.965	0.077	0.276	0.264
O	6.752	5.218	-0.715	0.275	0.505	-0.168
O	-4.425	0.429	-6.309	-0.236	-0.024	0.017
O	-4.344	-3.494	-5.482	0.076	-0.394	-0.228
O	0.073	-6.568	-6.153	-0.221	-0.356	-0.509
O	7.75	-2.459	-3.541	0.414	0.145	-0.786
O	-6.127	3.552	24.503	-0.28	0.243	-0.272
O	3.193	3.317	-3.403	-0.361	0.419	-0.19
O	-1.992	-2.307	-6.03	-0.002	0.45	0.281
O	5.987	-7.023	-3.679	-0.407	-0.203	-0.228

Results
total energy: -101655.622 eV
total energy less fixed offsets of O -438.25, Si -107.07 eV per atom: -2.422 eV
